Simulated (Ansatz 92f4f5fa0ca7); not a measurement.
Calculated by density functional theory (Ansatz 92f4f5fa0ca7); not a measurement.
Periodic cell of 220 atoms, Si132O88, from a study of silicon, its oxide and their interface. The atomic structure is a simulated model.
This geometry differs little from another in the collection (a relaxation step or a small displacement).

Settings: functional PBE; potential files Ansatz PAW; basis plane waves; wave-function cutoff 700 eV; density cutoff ratio 5; exchange-correlation grid ratio 1; k mesh 2 x 2 x 1, shifted by 0.5 0.5 0.5 of a step; self-consistency stop 5e-08 eV per atom in the density residual; occupations fixed; spin none; net charge 0.

Cell vectors (angstrom)
a, 10.938, 0, 0
b, 0, 10.938, 0
c, 0, 0, 32.2141

Atoms: element, x, y, z (angstrom)
Si, -0.2333, 0.2351, 24.6618
Si, 5.7108, -0.3441, 24.7316
Si, 2.5058, 2.8148, 24.7407
Si, 8.4587, 2.473, 24.6699
Si, 0.1873, 4.9676, 24.6125
Si, 5.2287, 5.8013, 25.0159
Si, 2.962, 7.9113, 24.7667
Si, 7.9587, 8.387, 24.7558
Si, 1.3128, 1.3286, 26.086
Si, 6.8481, 1.3146, 25.9918
Si, 4.0661, 4.047, 26.0574
Si, 9.5602, 4.0146, 26.0789
Si, 1.2869, 6.7249, 25.9234
Si, 6.8306, 6.9309, 26.2359
Si, 4.0928, 9.5186, 26.08
Si, 9.5619, 9.5797, 26.0077
Si, 2.7335, -0.0121, 27.4157
Si, 8.215, -0.0041, 27.4222
Si, 0.002, 2.7154, 27.4732
Si, 5.4898, 2.7101, 27.3918
Si, 2.6979, 5.449, 27.4059
Si, 8.2197, 5.456, 27.4321
Si, 0.0053, 8.1781, 27.3551
Si, 5.4438, 8.2554, 27.5285
Si, 4.1018, 1.3673, 28.7958
Si, 9.5708, 1.3673, 28.7958
Si, 1.3673, 4.1018, 28.7958
Si, 6.8362, 4.1018, 28.7958
Si, 4.1018, 6.8362, 28.7958
Si, 9.5708, 6.8362, 28.7958
Si, 1.3673, 9.5708, 28.7958
Si, 6.8362, 9.5708, 28.7958
Si, 0, 0, 30.1631
Si, 5.469, 0, 30.1631
Si, 2.7345, 2.7345, 30.1631
Si, 8.2035, 2.7345, 30.1631
Si, 0, 5.469, 30.1631
Si, 5.469, 5.469, 30.1631
Si, 2.7345, 8.2035, 30.1631
Si, 8.2035, 8.2035, 30.1631
Si, 1.3673, 1.3673, 31.5303
Si, 6.8362, 1.3673, 31.5303
Si, 4.1018, 4.1018, 31.5303
Si, 9.5708, 4.1018, 31.5303
Si, 1.3673, 6.8362, 31.5303
Si, 6.8362, 6.8362, 31.5303
Si, 4.1018, 9.5708, 31.5303
Si, 9.5708, 9.5708, 31.5303
Si, 2.7345, 0, 0.6835
Si, 8.2035, 0, 0.6835
Si, 0, 2.7345, 0.6835
Si, 5.469, 2.7345, 0.6835
Si, 2.7345, 5.469, 0.6835
Si, 8.2035, 5.469, 0.6835
Si, 0, 8.2035, 0.6835
Si, 5.469, 8.2035, 0.6835
Si, 4.1018, 1.3673, 2.0507
Si, 9.5708, 1.3673, 2.0507
Si, 1.3673, 4.1018, 2.0507
Si, 6.8362, 4.1018, 2.0507
Si, 4.1018, 6.8362, 2.0507
Si, 9.5708, 6.8362, 2.0507
Si, 1.3673, 9.5708, 2.0507
Si, 6.8362, 9.5708, 2.0507
Si, 0, 0, 3.418
Si, 5.469, 0, 3.418
Si, 2.7345, 2.7345, 3.418
Si, 8.2035, 2.7345, 3.418
Si, 0, 5.469, 3.418
Si, 5.469, 5.469, 3.418
Si, 2.7345, 8.2035, 3.418
Si, 8.2035, 8.2035, 3.418
Si, 1.3569, 1.3711, 4.8259
Si, 6.8306, 1.3703, 4.8591
Si, 4.1966, 3.996, 4.6841
Si, 9.526, 4.1164, 4.8049
Si, 1.3275, 6.9103, 4.7433
Si, 6.8699, 6.8286, 4.7392
Si, 4.0682, 9.6206, 4.8403
Si, 9.5734, 9.5854, 4.794
Si, 2.7226, 0.0558, 6.3357
Si, 8.2352, 0.0122, 6.2191
Si, -0.0711, 2.741, 6.1634
Si, 5.4381, 2.7183, 6.2815
Si, 2.856, 5.502, 5.773
Si, 8.2068, 5.5245, 6.2036
Si, 0.0228, 8.2793, 6.2204
Si, 5.539, 8.2332, 6.0513
Si, 3.6516, 1.8376, 7.6837
Si, 9.8303, 1.1028, 7.6049
Si, 1.5303, 4.1801, 7.0738
Si, 6.5926, 4.3669, 7.497
Si, 4.3999, 6.545, 7.1636
Si, 9.2983, 7.2128, 7.498
Si, 1.1687, 9.7997, 7.6824
Si, 7.0093, 9.3747, 7.4792
O, 1.4487, 3.9715, 24.2347
O, 6.8276, 9.4806, 24.214
O, 2.5304, 3.0214, 7.6418
O, 8.1332, 8.2741, 7.9732
O, 5.4337, 5.4828, 7.925
O, 0.0244, -0.0017, 8.1424
O, 4.1267, 6.82, 24.2972
O, 9.5951, 1.3708, 24.1421
O, 1.8285, 9.1339, 9.0705
O, 1.0799, 5.2832, 8.2252
O, 9.0619, 1.7107, 8.9632
O, 6.2562, 9.9422, 8.8423
O, 3.7097, 1.7058, 9.3569
O, 3.4281, 7.2723, 8.2303
O, 7.2144, 3.6852, 8.8864
O, 9.9445, 6.7782, 8.966
O, 2.9747, 1.9703, 23.3795
O, 5.0347, 0.2617, 23.3483
O, 7.8877, 3.2543, 23.302
O, 10.3269, 5.0452, 23.1672
O, 8.6622, 7.6131, 23.4738
O, 2.3909, 8.6399, 23.4068
O, 6.3194, 5.2726, 23.9115
O, 0.5067, 10.566, 23.3047
Si, 2.9771, 8.0436, 9.5622
Si, 9.9547, 0.2304, 13.0918
Si, 14.8016, 5.828, 13.2502
Si, 4.4464, 1.6537, 22.7435
Si, 8.5649, 2.3421, 20.2321
Si, 10.1831, 4.9379, 21.5397
Si, 1.2082, 9.3123, 22.5172
Si, 13.0953, 4.5694, 20.1895
Si, 1.9893, 5.3927, 11.0516
Si, -2.0268, 10.1291, 20.1246
Si, 4.438, 6.6371, 15.961
Si, 7.4399, 9.3797, 12.6998
Si, 5.6762, 9.5839, 10.3262
Si, 5.3916, 2.975, 12.7064
Si, 3.1109, 12.5473, 15.9807
Si, 2.6638, 9.3649, 19.7612
Si, 5.2792, 3.8416, 15.4501
Si, 3.3142, 2.6526, 10.6464
Si, 4.9355, 10.9857, 12.7069
Si, 6.4825, 4.0095, 22.9261
Si, 13.117, 0.72, 13.0151
Si, 8.6807, 3.2316, 9.4496
Si, 9.5964, 14.0278, 17.4197
Si, 12.2289, 2.4534, 18.365
Si, 8.1969, 4.5421, 15.1908
Si, 4.6666, -0.0901, 18.0014
Si, 4.9898, 4.8219, 20.4185
Si, 7.2459, 7.6057, 15.2369
Si, 14.5421, 6.699, 18.8537
Si, 9.4202, 7.7951, 22.0327
Si, 18.2856, 9.7019, 17.4074
Si, 10.7601, 5.4059, 9.2566
Si, 5.5187, 13.0167, 19.9377
Si, 0.3848, -0.5699, 18.4257
Si, 9.5431, 11.2229, 16.1619
Si, 8.5857, 3.0883, 12.5824
O, 6.9792, 13.8459, 12.6435
O, 6.9869, -8.7097, 20.6476
O, 11.702, 0.9742, 18.7905
O, 4.7939, 4.141, 13.8179
O, 2.0883, 2.4006, 16.957
O, 9.7943, 10.7868, 14.6474
O, 5.5189, 1.1715, 18.5945
O, 3.3685, 10.4956, 12.9305
O, 2.5408, 4.0443, 10.2744
O, 0.3578, 5.3363, 10.7998
O, 5.0911, 3.5516, 19.4005
O, 9.3937, 3.5717, 20.9842
O, 15.9098, 6.4772, 12.4156
O, 1.6861, 9.4179, 18.4495
O, 0.0663, 8.1788, 22.2282
O, 13.3717, 5.5538, 18.8977
O, 16.6623, -1.1558, 17.3832
O, 10.5851, 10.2912, 16.9929
O, 4.4969, 1.5618, 21.1154
O, 2.4551, 5.2443, 12.6152
O, 6.2378, 4.7241, 21.4638
O, 8.6384, 9.0634, 21.3307
O, 7.9999, 10.973, 16.6122
O, 3.1704, 7.8442, 19.9178
O, 15.9695, 6.1398, 19.4586
O, 4.9207, 12.4959, 13.3312
O, 8.8609, 10.1776, 12.3496
O, 8.9464, 4.1468, 13.7824
O, 6.1991, 10.2311, 13.4182
O, 7.7716, 8.2699, 13.8434
O, 7.8137, 8.3578, 16.5906
O, 4.2765, 8.7641, 10.2184
O, 4.7287, 3.2131, 11.2736
O, 5.2875, 10.9852, 11.1065
O, 4.4398, 13.4918, 15.8813
O, 3.9207, 10.2965, 19.337
O, 6.8746, 3.5625, 15.382
O, 13.0667, 3.0318, 19.6289
O, 0.6437, 11.0863, 12.7633
O, -1.5447, 6.3608, 21.1919
O, 5.6225, 7.5918, 15.4032
O, 5.0074, 5.1412, 16.3596
O, 3.7694, 7.2383, 17.3202
O, 0.0592, 3.4964, 18.1322
O, 11.6992, 4.9402, 20.9225
O, 7.7977, 6.0918, 15.1862
O, 5.3306, 2.9204, 23.2509
O, 12.8724, 9.8448, 21.1409
O, 9.0434, 11.7251, 20.5377
O, 2.4718, 1.8128, 11.8007
O, 2.3328, 1.3368, 14.5568
O, 9.103, 4.3413, 16.5236
O, 3.6339, 0.2745, 16.7761
O, 9.4635, 12.6935, 12.8308
O, 10.3744, -1.207, 19.5659
O, 7.8, 9.8036, 18.9728
O, 14.4336, 15.6769, 21.1544
O, 6.8404, -2.0693, 11.2541
O, 14.3231, 6.35, 14.746
O, 2.4032, 6.8983, 10.563
O, 9.8105, 4.1781, 8.7802
O, 8.8461, 3.5158, 11.0412
O, 9.8531, 1.862, 16.3765
O, 8.5778, 2.6507, 18.6175

Results
free energy: -133976.618 eV
free energy less fixed offsets of O -569.03, Si -635.61 eV per atom: -1.458 eV

Forces (eV/angstrom), in the order of the atoms: element, x, y, z
Si, 0.0038, 0.0209, -0.0326
Si, -0.0015, -0.0088, -0.0296
Si, -0.0074, 0.0083, -0.0302
Si, 0.0138, 0.005, -0.0174
Si, 0.0057, -0.0267, -0.0222
Si, 0.0025, 0.0215, -0.0181
Si, 0.015, 0.0021, -0.0282
Si, -0.0258, -0.0052, -0.0187
Si, 0.0069, -0.0152, -0.0065
Si, 0.0182, 0.0224, 0.0038
Si, -0.0024, 0.0144, 0.0056
Si, -0.0119, 0.0145, -0.0015
Si, 0.0018, 0.0069, 0.0064
Si, 0.0257, 0.0173, -0.0172
Si, 0.0086, 0.0195, -0.0204
Si, 0.0077, 0.005, 0.0051
Si, 0.0004, -0.003, 0.0056
Si, -0.0069, 0.0071, -0.0018
Si, 0.0027, 0.0001, -0.0038
Si, 0.0001, -0.0065, 0.0057
Si, -0.0141, -0.0005, -0.0062
Si, 0.0086, -0.0144, -0.0084
Si, 0.0072, -0.0132, 0.0108
Si, 0.0023, 0.0088, 0.0036
Si, 0.0844, -0.0307, -0.2163
Si, -0.1235, -0.1451, 0.2371
Si, -0.0175, 0.0482, 0.2112
Si, 0.0092, -0.1563, -0.1627
Si, -0.3612, -0.2033, 0.0795
Si, 0.1918, 0.0249, -0.1975
Si, -0.0397, -0.275, -0.3221
Si, 0.1763, 0.4589, 0.467
Si, -0.11, -0.0037, -0.0225
Si, 0.1288, 0.0169, 0.0394
Si, -0.0336, 0.079, -0.0385
Si, -0.0029, -0.0483, 0.0149
Si, 0.0497, -0.0243, -0.0006
Si, -0.0862, -0.026, -0.0445
Si, -0.02, -0.0943, 0.0053
Si, -0.0417, 0.043, -0.0374
Si, 0.0901, -0.0379, 0.0008
Si, -0.0828, 0.0527, 0.0107
Si, 0.0467, -0.0544, 0.0131
Si, -0.0166, 0.0784, -0.0179
Si, -0.0242, 0.0365, -0.0034
Si, 0.0354, -0.0282, 0.0038
Si, -0.0472, 0.0142, -0.016
Si, 0.0485, -0.0546, 0.0153
Si, 0.0149, -0.0288, -0.0082
Si, -0.0404, 0.0303, -0.0136
Si, -0.0513, 0.0385, -0.0104
Si, 0.0332, 0.0269, 0.0215
Si, -0.0378, 0.0348, -0.0139
Si, 0.0222, -0.0798, -0.0031
Si, 0.0281, -0.0458, 0.0149
Si, -0.0126, 0.0182, -0.0021
Si, -0.1073, -0.0155, -0.0494
Si, 0.0562, -0.0229, 0.0738
Si, 0.0591, 0.0047, 0.0724
Si, -0.0027, 0.0904, -0.0851
Si, 0.0154, -0.0464, 0.089
Si, -0.0149, 0.0425, -0.0507
Si, 0.0851, 0.0418, -0.0502
Si, 0.0366, -0.0383, 0.0672
Si, 0.1223, 0.0542, 0.082
Si, -0.0734, 0.1366, 0.4247
Si, -0.1113, -0.5266, -0.2521
Si, -0.3441, 0.0908, 0.2574
Si, -0.2327, 0.028, 0.1377
Si, 0.4419, -0.1541, -0.4432
Si, -0.0801, 0.6079, -0.0327
Si, 0.302, 0.0458, -0.2043
Si, 0.011, -0.0081, 0.0008
Si, -0.0066, 0.0089, -0.0129
Si, 0.0143, -0.017, 0.0006
Si, -0.0035, -0.0039, -0.0101
Si, -0.0184, 0.029, 0.0149
Si, 0.0186, -0.0043, -0.0026
Si, -0.0213, 0.0221, -0.0006
Si, -0.0016, -0.0009, 0.0048
Si, 0.0007, -0.0299, -0.0263
Si, -0.0128, 0.0004, 0.0031
Si, -0.0148, -0.0253, -0.0009
Si, -0.0009, -0.0141, -0.0013
Si, -0.0021, 0.0066, 0.0161
Si, -0.0027, -0.0078, 0.0034
Si, 0.0179, 0.0036, -0.0092
Si, 0.0013, -0.0078, -0.0026
Si, -0.0421, 0.0434, 0.0401
Si, 0.0109, -0.014, 0.0151
Si, 0.0365, 0.0065, 0.0192
Si, -0.0025, 0.0038, 0.0357
Si, -0.0047, -0.048, 0.003
Si, -0.0148, 0.0106, 0.0395
Si, -0.0185, 0.0064, 0.0149
Si, 0.0036, -0.0246, 0.0335
O, -0.0038, -0.0138, -0.0213
O, 0.0037, -0.003, -0.0188
O, 0.0267, -0.0035, 0.0302
O, -0.0085, 0.013, 0.0189
O, 0.0071, -0.001, 0.0196
O, -0.0027, 0.0087, 0.0192
O, -0.0078, 0.0022, -0.0224
O, -0.0034, -0.0141, -0.0188
O, 0.0019, -0.0034, -0.0003
O, -0.0279, -0.0073, 0.0224
O, 0.0085, 0.0128, -0.0056
O, 0.008, -0.0187, 0.0066
O, 0.0049, 0.007, 0.0037
O, 0.0032, 0.0254, 0.0008
O, 0.0208, 0.0018, -0.0051
O, 0.0086, -0.0157, -0.01
O, 0.0143, 0.0119, 0.0054
O, -0.0018, 0.0145, 0.0054
O, 0.0067, -0.0079, 0.0192
O, 0.0148, 0.0087, -0.0112
O, 0.0042, 0.0104, -0.0047
O, -0.0174, -0.0039, -0.0009
O, -0.0185, -0.0355, -0.013
O, -0.0041, -0.0161, 0.0025
Si, -0.0036, -0.0041, 0.0121
Si, -0.0035, -0.0053, -0.0034
Si, -0.224, 0.0239, 0.0392
Si, 0.0066, 0.0079, 0.0132
Si, -0.006, 0.0015, -0.0025
Si, 0.0066, -0.0039, 0.0049
Si, 0.0051, -0.0071, 0.0119
Si, 0.0028, 0.002, 0.0018
Si, -0.0072, 0.0073, -0.0056
Si, -0.0027, -0.008, 0.0019
Si, -0.0246, 0.0053, -0.0008
Si, 0.0047, -0.0052, -0.0107
Si, -0.0048, -0.0085, -0.0045
Si, 0.0076, -0.0251, 0.0045
Si, -0.0085, -0.0052, 0.0022
Si, 0.0036, 0.0004, 0.0039
Si, 0.0197, -0.0138, 0.0166
Si, -0.021, 0.0098, -0.0139
Si, 0.0014, -0.0078, -0.0074
Si, -0.0119, 0.0021, 0.0154
Si, -0.0041, 0.0035, -0.0003
Si, 0.0081, 0.0161, -0.0159
Si, -0.0004, 0.0046, 0.0005
Si, 0.0027, 0.0027, 0.0053
Si, 0.0135, -0.0012, 0.0012
Si, 0.0007, -0.0023, 0.0015
Si, 0.0028, 0.003, 0.0033
Si, 0.007, 0.0085, 0.0048
Si, 0.0011, 0.003, 0.0018
Si, 0.0073, 0.0035, 0.0118
Si, -0.0013, -0.0015, 0.0044
Si, -0.0025, -0.0108, -0.0125
Si, 0.0002, -0.0007, 0.0035
Si, 0.0028, -0.0043, 0.0006
Si, 0.0004, 0.0004, 0.0008
Si, 0.021, 0.0118, -0.0077
O, -0.0203, -0.0079, 0.0023
O, -0.0197, 0.0116, -0.021
O, -0.0017, -0.0069, -0.0245
O, 0.1124, -0.157, 0.0618
O, 0.006, -0.0185, 0.0073
O, -0.0071, 0.018, -0.0033
O, -0.005, -0.0075, 0.003
O, -0.0028, 0.0307, -0.0035
O, -0.0005, -0.0124, 0.0242
O, 0.0157, 0.0029, -0.025
O, 0.0048, -0.003, 0.0369
O, 0.0059, 0.0094, -0.016
O, 0.0871, 0.0981, -0.0848
O, -0.0014, 0.0212, 0.0129
O, -0.0164, 0.0221, -0.0063
O, 0.0192, -0.0036, 0.0257
O, 0.0106, 0.0176, 0.0154
O, -0.0028, 0.0255, 0.0265
O, 0.0208, 0.0214, 0.0043
O, 0.0051, 0.0088, -0.0203
O, -0.0241, -0.0183, -0.0193
O, 0.0205, -0.0041, -0.0144
O, 0.0178, -0.0199, 0.0056
O, -0.0071, 0.0118, -0.0181
O, -0.0308, -0.0165, 0.0012
O, 0.0167, 0.0198, -0.019
O, -0.0093, 0.0078, 0.0133
O, -0.0251, -0.0062, 0.0214
O, -0.0059, 0.005, -0.0243
O, -0.0109, 0.0027, 0.0099
O, -0.017, 0.0084, -0.0149
O, 0.0112, 0.0071, -0.0083
O, -0.0038, -0.0177, 0.0195
O, 0.0025, -0.018, 0.0279
O, 0.0022, 0.0211, -0.0122
O, -0.0064, -0.0151, -0.0148
O, -0.0257, 0.0308, 0.0013
O, -0.0095, 0.0204, -0.008
O, 0.0101, 0.0049, 0.005
O, 0.0004, 0.0033, 0.0066
O, 0.0088, -0.031, 0.0009
O, 0.0009, 0.0032, -0.0315
O, 0.0145, -0.0174, 0.008
O, -0.0092, -0.0277, -0.0064
O, -0.0032, -0.009, -0.0063
O, -0.0118, -0.0105, -0.0022
O, 0.0145, -0.007, -0.0437
O, 0.0013, -0.0202, -0.0023
O, 0.0044, -0.0017, -0.0038
O, 0.0116, -0.0016, -0.0071
O, 0.0073, -0.007, 0.0025
O, -0.0051, -0.0205, -0.004
O, 0.0036, 0.0136, 0.0119
O, -0.0011, -0.0138, 0.0043
O, -0.0168, 0.0151, -0.0201
O, 0.012, 0.0052, -0.0101
O, 0.0068, 0, -0.0439
O, -0.0129, 0.0326, 0.0084
O, 0.0554, 0.0248, 0.0121
O, 0.0036, -0.004, 0.0058
O, -0.0155, 0.0042, 0.0303
O, -0.0077, -0.0092, -0.007
O, -0.0048, -0.0084, 0.0226
O, 0.0223, 0.0035, 0.0074

The program warned: the cutoff lies below the one the program advises for these potential files; the exchange-correlation potential is rough where the density is thin.
